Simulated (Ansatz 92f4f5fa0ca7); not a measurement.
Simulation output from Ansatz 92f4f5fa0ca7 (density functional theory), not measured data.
Periodic cell of 256 atoms, Si144O112, from a study of silicon, its oxide and their interface. The atomic structure is a simulated model.
Doubt: the cutoff is far below the 930 eV that the study's wrapper takes by default for these files, so forces and energies are approximate.
This geometry differs little from another in the collection (a relaxation step or a small displacement).

Settings
functional: PBE
potential files: Ansatz PAW
basis: plane waves
wave-function cutoff: 580 eV
density cutoff ratio: 5
exchange-correlation grid ratio: 1
k mesh: 1 x 1 x 1, Gamma-centred
self-consistency stop: 5e-08 eV per atom in the density residual
occupations: fixed
spin: none
net charge: 0

Cell vectors (angstrom)
a  10.938  0  0
b  0  10.938  0
c  -2.638  -4.898  36.4761

Atoms: element, x, y, z (angstrom)
Si  -1.4742  -5.9382  29.1519
Si  1.4688  -3.4271  29.3149
Si  -0.7816  -1.2676  28.8515
Si  1.776  -9.1563  28.9327
Si  -7.3285  -5.7358  28.9876
Si  -3.6679  -3.6917  29.1655
Si  4.0579  -0.4452  28.8874
Si  -3.8441  -8.8316  28.7729
Si  0.0951  -4.857  30.5074
Si  2.9481  -1.9932  30.3654
Si  0.162  -10.4078  30.1672
Si  2.8111  -7.5469  30.3313
Si  -5.4397  -4.8466  30.242
Si  -2.4637  -2.1319  30.3829
Si  5.6817  0.6898  30.1686
Si  -2.6162  -7.59  30.3523
Si  -1.2677  -3.5148  31.81
Si  1.4596  -0.7545  31.6954
Si  -1.2346  -9.0395  31.627
Si  1.446  -6.2893  31.7553
Si  4.2155  -3.4882  31.6905
Si  6.9549  -0.7628  31.6236
Si  4.2436  1.9734  31.6357
Si  -4.0747  -6.253  31.6649
Si  -2.638  -4.898  33.0578
Si  0.0965  -2.1635  33.0578
Si  -2.638  -10.367  33.0578
Si  0.0965  -7.6325  33.0578
Si  2.831  -4.898  33.0578
Si  5.5655  -2.1635  33.0578
Si  2.831  0.571  33.0578
Si  5.5655  -7.6325  33.0578
Si  1.3673  -1.3673  3.418
Si  4.1018  1.3673  3.418
Si  1.3673  4.1018  3.418
Si  4.1018  -4.1018  3.418
Si  6.8362  -1.3673  3.418
Si  -1.3673  1.3673  3.418
Si  6.8362  4.1018  3.418
Si  -1.3673  -4.1018  3.418
Si  2.7649  -0.0241  4.8263
Si  5.466  2.7202  4.7859
Si  2.7028  5.4766  4.7191
Si  5.4735  -2.7396  4.7844
Si  -2.7687  0.0151  4.6873
Si  -0.0178  2.7231  4.8233
Si  8.2231  5.4326  4.8533
Si  0.0152  -2.7731  4.7729
Si  1.3745  1.3369  6.174
Si  4.0185  4.0839  6.052
Si  1.3206  -4.2049  6.159
Si  4.0872  -1.4561  6.2284
Si  -4.1358  1.2786  6.1184
Si  -1.4409  3.9887  6.3136
Si  6.8209  -4.1153  6.1681
Si  -1.4645  -1.4107  5.9722
Si  -0.2466  0.04  7.2817
Si  2.4674  3.0176  7.4654
Si  0.1732  -5.7531  7.5631
Si  2.9717  -3.1662  7.4704
Si  5.707  -0.2787  7.5038
Si  -2.5283  2.1851  7.561
Si  5.2128  5.5819  7.3621
Si  -2.9726  -2.464  7.427
Si  -1.2708  -6.2653  34.4251
Si  1.4637  -3.5308  34.4251
Si  -1.2708  -11.7343  34.4251
Si  1.4637  -8.9998  34.4251
Si  4.1982  -6.2653  34.4251
Si  6.9327  -3.5308  34.4251
Si  4.1982  -0.7963  34.4251
Si  6.9327  1.9382  34.4251
Si  0.0965  -4.898  35.7923
Si  2.831  -2.1635  35.7923
Si  0.0965  -10.367  35.7923
Si  2.831  -7.6325  35.7923
Si  5.5655  -4.898  35.7923
Si  -2.638  -2.1635  35.7923
Si  5.5655  0.571  35.7923
Si  -2.638  -7.6325  35.7923
Si  1.3673  1.3673  0.6835
Si  4.1018  4.1018  0.6835
Si  1.3673  -4.1018  0.6835
Si  4.1018  -1.3673  0.6835
Si  6.8362  1.3673  0.6835
Si  -1.3673  4.1018  0.6835
Si  6.8362  -4.1018  0.6835
Si  9.5708  -1.3673  0.6835
Si  0  0  2.0507
Si  2.7345  2.7345  2.0507
Si  0  -5.469  2.0507
Si  2.7345  -2.7345  2.0507
Si  5.469  0  2.0507
Si  8.2035  2.7345  2.0507
Si  5.469  5.469  2.0507
Si  8.2035  -2.7345  2.0507
Si  -2.0467  4.8189  19.3545
Si  3.6679  0.979  9.344
Si  -3.888  0.0927  18.6183
Si  2.3719  4.0775  22.452
Si  6.3933  -6.7258  14.4228
Si  1.8679  -6.4897  15.6711
Si  5.4051  -6.7668  26.9016
Si  2.1997  -4.2273  13.399
Si  -1.6473  4.035  13.8114
Si  7.8655  2.3313  10.6619
Si  -2.4746  0.1475  26.6056
Si  -8.8242  0.254  11.7495
Si  3.3014  -1.3525  14.209
Si  1.6344  -1.1985  9.2572
Si  -1.7195  -1.3242  20.433
Si  -6.5875  0.0893  22.2367
Si  6.2693  -4.3345  25.4261
Si  9.2546  6.6991  9.6422
Si  -10.3702  -6.5499  18.2312
Si  1.4972  0.0703  23.25
Si  0.3159  2.0197  16.443
Si  0.3673  11.3614  20.3788
Si  -0.1767  8.7857  22.935
Si  -4.6994  -2.1431  13.5351
Si  6.5714  -5.9872  10.0226
Si  -6.6678  -11.8667  19.3722
Si  5.1853  -6.6364  23.9857
Si  -2.2293  -10.821  15.8163
Si  -2.9796  0.2038  12.8442
Si  8.668  -2.8536  15.1689
Si  0.7518  -5.7295  24.5156
Si  5.3217  2.7052  19.1034
Si  -0.7876  -4.1441  12.6021
Si  6.1874  2.5827  21.8987
Si  -8.6128  -8.3641  19.8403
Si  4.572  -7.9623  16.3619
Si  4.9866  -4.8054  12.3498
Si  6.0409  -1.7951  26.8442
Si  8.3774  5.3177  16.3355
Si  7.6857  -3.9539  21.0784
Si  -1.8508  2.4041  21.5599
Si  2.9274  0.2704  16.848
Si  0.2353  -7.3294  26.8166
Si  -6.1813  -2.7096  21.5798
Si  10.3096  1.6891  12.1792
Si  9.0214  6.6561  23.9488
Si  2.0445  -4.0528  22.5068
Si  -0.826  1.7989  24.4733
O  5.8973  4.6725  8.5625
O  -3.7027  -1.2357  12.6036
O  3.3662  6.2795  12.3467
O  1.2433  -0.0449  21.6479
O  -4.1418  -2.7181  27.9377
O  0.2002  -0.9091  8.5665
O  -1.1072  8.0557  24.0411
O  1.8913  -5.4498  14.4344
O  -2.8694  -9.603  27.6763
O  0.9433  1.3953  11.8791
O  8.8025  -4.0246  16.3224
O  2.9177  0.677  28.4207
O  0.3781  -2.4286  28.4914
O  1.3493  4.1047  8.0347
O  -1.2533  1.1926  7.8633
O  2.7055  -2.8656  14.1339
O  2.3583  2.7954  21.457
O  -1.4443  2.4153  10.9424
O  1.0755  4.8026  26.0626
O  7.8452  6.6925  25.0528
O  5.3478  3.5431  17.7061
O  -3.3599  1.8214  21.6028
O  -5.7812  -1.3342  22.4074
O  -1.0041  -9.745  15.9573
O  -1.2428  -1.2682  22.0242
O  2.5579  -0.3073  13.1964
O  8.5585  8.1375  20.3069
O  -5.1704  -3.4273  12.683
O  2.2446  -2.6528  8.8757
O  1.1599  3.9553  23.5321
O  1.7046  6.4766  24.075
O  5.1524  0.4824  8.8851
O  6.8606  -1.3629  7.9952
O  4.1206  -4.2522  7.9643
O  -10.0423  -1.3213  23.8438
O  -1.6532  -1.422  15.6774
O  -1.3801  -0.8033  27.3772
O  -6.9474  0.0963  20.6351
O  8.4137  6.4805  22.4457
O  3.3091  2.4652  8.7858
O  -3.2333  -7.2549  13.6062
O  0.7528  -3.1617  21.9977
O  3.0226  -0.8642  15.7105
O  -0.8069  -6.6417  27.8372
O  -0.1274  -7.9571  17.7056
O  -1.4446  2.5509  23.1468
O  -1.8723  3.6696  20.5169
O  -1.1799  5.2242  12.8071
O  -2.8647  -11.2772  19.813
O  5.375  -5.9489  13.437
O  -3.8494  -0.6809  26.263
O  1.4326  0.9005  16.8244
O  6.9123  -5.7228  15.6135
O  -7.4253  -3.3603  22.4124
O  -2.1099  -2.966  8.7296
O  1.1852  -8.4121  27.5762
O  -5.2854  3.3849  20.5556
O  4.71  -1.0973  27.4984
O  7.8347  0.5242  14.4694
O  -3.1785  -5.142  19.9817
O  -0.7792  -8.2256  13.4443
O  -0.8423  -5.4548  24.2855
O  -4.5561  -7.2132  23.0427
O  0.6451  1.2085  24.0372
O  1.5571  -1.0186  10.8724
O  5.4472  -5.1694  10.8472
O  2.501  -4.552  28.5869
O  -3.1746  -10.7969  17.1536
O  -2.6098  -6.3322  17.8103
O  7.9648  -5.2062  9.7687
O  3.9456  -6.4527  27.5415
O  -0.3247  -0.8813  19.6406
O  11.7583  -3.9252  12.6084
O  -7.1717  2.2368  19.2042
O  4.0437  1.4403  16.5592
O  -1.4834  4.4996  15.3796
O  1.3498  1.3277  19.4715
O  2.6289  -0.0607  8.626
O  6.9409  3.6476  10.9197
O  1.0462  3.0505  15.373
O  -0.4455  -5.05  8.9339
O  -1.2817  -3.686  11.1201
O  6.1727  -5.323  26.7363
O  7.0715  -2.6315  14.8552
O  -4.8063  -3.5793  21.4258
O  -6.771  -2.4096  20.0666
O  -0.8534  1.3491  20.8813
O  -5.7257  -9.507  22.5036
O  5.6107  -7.9816  15.1039
O  -1.84  0.6885  25.1806
O  -5.1857  -11.8326  18.6653
O  -0.6283  2.8828  25.6555
O  3.1775  -11.4983  18.2361
O  5.2153  -7.4244  25.4204
O  -2.5794  -4.8215  28.6265
O  3.1212  0.1848  23.3295
O  5.4251  -5.0397  24.2192
O  1.1657  -5.7329  16.95
O  3.7809  -6.8685  23.241
O  3.4084  0.909  10.9617
O  7.6862  2.1729  9.0443
O  4.909  -1.302  13.9409
O  -1.3626  0.2519  12.5181
O  2.1542  -5.4482  21.645
O  -4.4821  12.4998  18.9472
O  -3.6582  1.2205  11.7343
O  5.629  -2.8473  25.6558
O  1.8068  14.9044  19.1898
O  3.3933  -6.899  16.0402
O  -0.4985  -5.6319  19.0655
O  -4.7481  -7.7714  27.8943
O  -1.4884  -3.2782  13.7946

Results
free energy: -155242.756 eV
free energy less fixed offsets of O -568.88, Si -635.61 eV per atom: -0.356 eV

Forces (eV/angstrom), in the order of the atoms: element, x, y, z
Si  0.0131  0.0146  0.0046
Si  0.0021  -0.0028  -0.0212
Si  -0.0374  0.0475  0.0646
Si  -0.0141  0.0047  0.0703
Si  0.0839  -0.0677  0.1378
Si  -0.0205  0.031  0.1022
Si  -0.0073  0.0016  -0.003
Si  0.0196  -0.0206  0.0391
Si  -0.0054  0.0053  0.0194
Si  0.0006  -0.0004  0.0204
Si  0.0033  0.0015  -0.009
Si  -0.0045  0.035  -0.0404
Si  -0.0221  0.0068  -0.0346
Si  -0.0018  -0.0212  -0.0163
Si  -0.0009  0.0024  0.0043
Si  0.0022  -0.0128  -0.0018
Si  0.0002  0.0091  -0.0044
Si  -0.011  0.0116  0.0018
Si  -0.0002  0.0008  0.0014
Si  0.0015  -0.0212  0.0017
Si  0.0247  -0.0067  0.0064
Si  0.0133  -0.0025  0.0055
Si  0.0036  0.0146  0.008
Si  -0.0141  -0.0016  0.0031
Si  -0.5519  -0.1945  0.1678
Si  0.3903  0.31  0.4897
Si  0.0866  0.0659  -0.3098
Si  -0.2491  -0.482  0.1676
Si  0.0952  0.1615  -0.0254
Si  0.3282  0.2456  -0.1486
Si  0.1734  0.3582  -0.2055
Si  -0.039  0.0262  0.105
Si  0.1631  0.0086  0.1979
Si  0.0619  -0.2436  0.077
Si  -0.4126  -0.1978  -0.1883
Si  0.0459  0.1737  -0.2092
Si  -0.3337  -0.1679  -0.5009
Si  0.1318  0.2803  -0.2684
Si  0.1212  0.0348  0.2609
Si  0.0122  -0.4008  0.1378
Si  0.0103  -0.0172  0.0045
Si  0.0034  -0.0086  0.0013
Si  0.0058  -0.0011  -0.0032
Si  0.0034  -0.0098  -0.0153
Si  -0.0052  -0.0151  -0.0037
Si  0.016  0.0182  -0.0177
Si  0.0069  -0.0029  0.0012
Si  0.0118  -0.0055  0.001
Si  0.0204  0.0034  0.0131
Si  0.0107  0.0066  0.0071
Si  -0.0223  0.0157  -0.0093
Si  -0.0109  0.0307  -0.0115
Si  -0.0061  0.0135  -0.0136
Si  -0.0297  -0.0094  0.0003
Si  -0.0069  -0.0199  0.0112
Si  0.004  -0.0127  -0.0124
Si  0.0787  -0.0563  -0.0466
Si  0.0051  -0.0645  -0.051
Si  -0.0244  0.017  -0.0056
Si  -0.0134  0.028  -0.0056
Si  -0.0479  0.0045  -0.0239
Si  -0.0091  0.0944  -0.0706
Si  0.0187  0.0126  -0.0249
Si  0.0037  -0.0366  -0.0534
Si  -0.1385  -0.1266  -0.0303
Si  0.0414  0.1055  0.0108
Si  0.0633  -0.0056  0.0015
Si  0.0716  0.0636  0.0134
Si  0.0447  -0.0115  -0.0088
Si  0.0706  -0.0178  0.0105
Si  0.0588  0.0773  -0.051
Si  0.0385  0.0886  -0.0429
Si  0.0241  0.0014  -0.0441
Si  0.0039  -0.0733  -0.0122
Si  -0.0097  0.0043  -0.0178
Si  -0.0655  0.0442  -0.0003
Si  -0.0377  0.0464  -0.0117
Si  -0.0157  -0.0149  -0.0061
Si  0.0033  -0.0286  -0.0345
Si  0.0116  0.0155  -0.0019
Si  0.0216  -0.0231  0.0069
Si  0.0094  -0.0072  0.0178
Si  0.0058  0.0182  0.0298
Si  -0.0192  0.0242  0.009
Si  0.0046  -0.0004  0.0367
Si  -0.0161  0.0298  0.0062
Si  0.0454  -0.0016  0.0053
Si  0.0351  -0.0273  0.0202
Si  -0.0258  0.0335  0.0389
Si  -0.0828  -0.0662  0.0509
Si  -0.0636  -0.0902  -0.0326
Si  0.0508  0.0186  -0.0194
Si  -0.0612  -0.0571  -0.0456
Si  0.0641  -0.0123  -0.0171
Si  -0.0374  0.0232  0.0307
Si  -0.1007  -0.0079  0.0392
Si  -0.0096  0.0008  0.0115
Si  0.001  -0.0041  -0.0136
Si  -0.0013  -0.0058  0.0091
Si  0.004  -0.0055  0.0085
Si  -0.0004  -0.0003  -0.0001
Si  -0.0003  -0.0006  0.0034
Si  -0.0113  0.0221  -0.0051
Si  -0.0042  -0.0021  0.002
Si  -0.0022  0.0017  0.0008
Si  -0.0311  0.0158  -0.0166
Si  0.0056  -0.0045  -0.0118
Si  0.0176  -0.0117  -0.0091
Si  0.0021  0.0076  0.0016
Si  0.0388  -0.0001  -0.0101
Si  -0.0052  0.001  -0.0014
Si  0.0042  -0.0015  0.006
Si  0.0017  0.0059  0.0119
Si  -0.0002  -0.0139  0.0147
Si  0.0002  0.001  0.0055
Si  -0.0027  0.0052  0.0039
Si  0.0011  -0.008  0.0006
Si  -0.0049  0.0015  0.0022
Si  -0.0069  0.0037  0.0005
Si  -0.003  0.0004  0.0045
Si  -0.0005  0.0037  -0.0079
Si  0.0014  0.0003  0.0015
Si  -0.0034  -0.0069  0.006
Si  0.0021  0.006  0.0074
Si  -0.0109  0.0036  0.0052
Si  0.0004  0.001  0.0016
Si  -0.0005  -0.0093  0.0035
Si  -0.002  -0.0051  0.0052
Si  -0.0005  0.0076  -0.0133
Si  -0.0041  -0.0064  0.006
Si  0.0013  -0.0028  -0.0036
Si  -0.0013  -0.0009  0.0077
Si  -0.0007  -0.0063  -0.0095
Si  0.0114  0.0206  -0.0188
Si  0.0044  -0.0004  0.0095
Si  -0.0029  0.0029  0.0009
Si  0.0032  -0.0037  0.0176
Si  -0.0027  -0.0046  0.0004
Si  0.0125  -0.0124  -0.025
Si  0.0059  0.0068  0.0029
Si  0.0051  0.005  0.0117
Si  -0.0074  -0.0004  -0.0046
Si  0.0085  0.002  0.0051
Si  -0.0132  0.0006  0.009
O  0.0118  -0.0122  0.0341
O  0.0027  0.0043  -0.0027
O  0.0032  -0.0003  -0.0002
O  0.0031  0.0025  0.0111
O  -0.0166  0.0124  -0.0283
O  -0.0318  -0.0199  0.0332
O  0.0015  -0.0012  0.0042
O  0.0013  0.0057  -0.0016
O  0.006  -0.0084  -0.0117
O  -0.013  0.0074  -0.0026
O  -0.0019  0.003  -0.0033
O  0.0213  -0.0193  -0.0259
O  0.0277  -0.0382  -0.0254
O  -0.0238  0.0209  0.0354
O  -0.0278  0.0588  0.0238
O  0.0029  0.0002  0.0012
O  0.0017  0.0047  0.0077
O  0.009  -0.007  -0.0041
O  -0.0107  -0.005  0.0047
O  -0.0027  0.0028  0.0043
O  -0.0011  -0.0031  -0.0045
O  0.0045  0.0045  -0.0058
O  -0.001  0.0014  0.0003
O  -0.0056  -0.0037  0.0011
O  0.0048  -0.0034  0.006
O  0.0047  -0.0059  0.0124
O  -0.002  -0.0037  0.0036
O  -0.0015  0.0028  -0.0014
O  -0.0015  -0.019  -0.0018
O  0.0044  0.0032  -0.0029
O  -0.0013  0.0027  0.0028
O  0.0077  0.0039  0.0151
O  -0.0064  0.0098  0.0401
O  0.0158  -0.0155  0.0268
O  0.0026  -0.0025  0.0064
O  -0.0035  -0.0002  0.0026
O  -0.0146  0.0091  -0.0176
O  0.0005  -0.0009  0.0043
O  0.0057  -0.0004  0.0053
O  0.0134  0.0112  0.0194
O  0.0016  -0.002  0.0026
O  -0.0037  0  -0.0014
O  0.0015  0.0008  -0.0086
O  -0.0089  0.0055  0.012
O  0.0005  0.0014  0.0004
O  -0.0045  0.0004  -0.0094
O  0.0037  -0.0068  0.0021
O  0.001  -0.002  0.0027
O  -0.0012  0.0019  -0.0052
O  0.0027  0.0022  0.0017
O  -0.0066  -0.0022  0.0208
O  0.0046  0.0012  0.0031
O  -0.0044  -0.0029  0.0011
O  -0.0095  -0.0062  0.0018
O  0.0161  -0.0018  0.027
O  -0.01  0.0174  -0.0169
O  0.0007  -0.0009  -0.0004
O  0.0078  -0.007  0.0018
O  0.0005  -0.0032  -0.0011
O  0.0025  0.002  -0.0002
O  0.0006  -0.0047  -0.0038
O  0.0004  0.0014  0.004
O  0.0016  0.0044  0.0009
O  0.0083  -0.0087  -0.002
O  -0.002  0.0103  0.0234
O  0.0007  -0.0004  -0.0007
O  -0.0396  0.0349  -0.033
O  0.0035  0  -0.0036
O  0.0001  0.0024  -0.005
O  -0.0049  -0.0018  -0.0078
O  0.0026  -0.0104  -0.0448
O  0.0017  0.002  -0.0002
O  -0.0018  -0.0018  0.0014
O  0.0021  0.0043  0.0011
O  -0.003  0.0023  0.0038
O  0.0039  -0.0043  -0.0003
O  0  0.0048  0.003
O  0.0037  -0.0013  0.0109
O  0.0082  -0.012  0.003
O  0.0014  0.0027  0.0019
O  -0.0078  0.0097  0.008
O  0.004  0.0006  0.0119
O  -0.0006  0.0108  -0.0061
O  0.0027  0.0013  -0.0018
O  -0.0004  -0.0017  -0.0043
O  -0.0003  -0.0043  0.0022
O  -0.007  0.0076  -0.0008
O  0.0035  0.0049  -0.006
O  0.005  0.0024  -0.0006
O  0.0136  0.014  -0.0123
O  -0.0004  0.0034  0.0014
O  -0.0027  -0.0046  0.0023
O  -0.0019  0.0028  -0.0054
O  -0.0031  -0.0016  0.0047
O  0.0312  -0.0316  -0.0344
O  -0.0092  -0.0001  0.0067
O  -0.0016  -0.003  0.0059
O  0.0012  -0.0006  -0.0028
O  -0.0134  0.0017  -0.0033
O  -0.0133  -0.0055  0.024
O  -0.0207  -0.0186  0.0954
O  -0.0036  -0.0046  0.0038
O  0.0024  -0.0026  -0.0013
O  -0.0009  -0.0015  0.0029
O  -0.0052  0.0035  -0.0005
O  0.0089  -0.0103  0.0072
O  -0.0009  -0.0244  -0.0018
O  0.0008  -0.0076  -0.0013
O  -0.0039  -0.0009  0.0009
O  -0.0024  -0.0009  0.0002
O  -0.015  0.0098  -0.0173
O  -0.0005  -0.0027  0.005

The program warned: the cutoff lies below the one the program advises for these potential files; the exchange-correlation potential is rough where the density is thin.
